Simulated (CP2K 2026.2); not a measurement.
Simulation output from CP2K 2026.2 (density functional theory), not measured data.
Periodic cell of 506 atoms, Si352O154, from a study of silicon, its oxide and their interface. The atomic structure is a simulated model.
Doubt: the forces sum to 2.04 eV/angstrom along one axis rather than to zero, so they err by at least 0.0040 eV/angstrom per atom on average; the grid cutoff is modest.

Settings: functional PBE; method Gaussian and plane waves; basis set DZVP-MOLOPT-SR-GTH; pseudopotentials GTH-PBE; grid cutoff 350 Ry, relative cutoff 50 Ry; k points Gamma only; occupations fixed; spin none; net charge 0.

Cell vectors (angstrom)
a	15.3866	0	0
b	0	15.3866	0
c	-6.1195	-0.6764	38.5666

Atoms and the computed forces on them: element, x, y, z (angstrom), force x, y, z (eV/angstrom)
Si	9.24	14.366	32.352	0.05	0.276	0.847
Si	9.335	3.522	32.565	0.087	-0.121	0.825
Si	9.335	6.617	32.446	-0.103	0.203	0.815
Si	9.321	11.274	32.541	-0.11	-0.129	0.787
Si	-2.255	14.117	32.536	-0.094	-0.379	0.565
Si	-2.134	3.396	32.533	-0.12	-0.105	0.714
Si	-2.255	6.525	32.431	0.018	0.162	0.807
Si	-2.404	11.627	32.31	0.272	0.25	0.632
Si	1.513	-0.36	32.535	-0.002	-0.136	0.77
Si	1.597	2.783	32.469	0.09	0.18	0.792
Si	1.521	7.364	32.522	0.1	-0.131	0.814
Si	1.681	10.504	32.488	-0.253	0.15	0.704
Si	5.368	14.313	32.511	0.027	0.143	0.812
Si	5.593	3.469	32.449	-0.186	-0.155	0.771
Si	5.364	6.594	32.416	0.084	0.216	0.765
Si	5.313	11.194	32.474	0.15	-0.183	0.715
Si	-4.216	14.661	33.731	-0.022	0.018	-0.047
Si	-4.106	3.188	33.812	0	0.007	-0.035
Si	-4.151	6.94	33.773	0.001	0.008	-0.059
Si	-4.135	10.998	33.815	0.017	0.001	-0.038
Si	-0.386	14.666	33.861	-0.008	0.034	-0.002
Si	-0.257	3.16	33.873	0.027	-0.015	-0.016
Si	-0.396	7.026	33.803	0.024	0.011	-0.03
Si	-0.416	10.917	33.549	-0.015	-0.026	0.003
Si	3.458	14.663	33.819	-0.011	0.004	-0.011
Si	3.586	3.096	33.695	0.03	0.009	-0.044
Si	3.481	6.941	33.774	-0.012	0.005	-0.035
Si	3.503	10.816	33.907	-0.028	-0.012	0.004
Si	7.346	14.659	33.741	-0.02	-0.004	-0.034
Si	7.418	3.236	33.875	0.007	0.006	-0.035
Si	7.343	6.977	33.683	-0.009	0.034	-0.047
Si	7.316	10.901	33.718	-0.008	-0.022	-0.025
Si	-4.183	1.218	35.088	-0.004	0.01	0.028
Si	-4.145	5.083	35.214	-0.001	-0.01	0.052
Si	-4.152	8.954	35.04	-0.039	-0.016	0.009
Si	-4.202	12.837	35.237	-0.012	0.017	0.036
Si	-0.388	1.223	35.191	0.011	0.005	0.043
Si	-0.281	5.108	35.185	0.008	0.008	0.027
Si	-0.435	9.015	35.046	0.043	0	0.021
Si	-0.312	12.713	35.134	0.005	0.005	-0.01
Si	3.553	1.22	35.134	0	-0.008	0.044
Si	3.482	5.013	35.116	-0.003	-0.003	0.016
Si	3.559	8.856	35.171	-0.002	-0.009	0.032
Si	3.443	12.763	35.21	-0.007	0	0.03
Si	7.363	1.222	35.093	0.003	0.009	0.036
Si	7.364	5.151	35.2	0.012	-0.017	0.053
Si	7.353	8.93	35.03	0.005	-0.003	0.018
Si	7.337	12.773	35.163	0.005	0.019	0.035
Si	9.281	1.224	36.465	0	0.005	-0.014
Si	9.295	5.101	36.54	0.012	-0.004	0
Si	9.287	8.938	36.404	0.004	-0.004	-0.006
Si	9.245	12.78	36.547	0.006	-0.005	0.005
Si	-2.302	1.236	36.526	-0.003	0.012	-0.002
Si	-2.217	5.091	36.54	-0.016	0.004	-0.019
Si	-2.286	8.96	36.483	0.013	0.008	-0.002
Si	-2.237	12.789	36.518	-0.016	0.026	-0.017
Si	1.593	1.222	36.484	0.004	-0.007	-0.03
Si	1.614	5.068	36.541	0	-0.011	0.013
Si	1.545	8.932	36.422	-0.009	-0.016	-0.035
Si	1.551	12.742	36.562	0.001	-0.008	0.03
Si	5.461	1.225	36.498	-0.015	0.002	-0.007
Si	5.411	5.085	36.499	0.001	0.002	-0.019
Si	5.482	8.905	36.495	0	0	0
Si	5.41	12.781	36.515	0.003	-0.013	-0.02
Si	9.268	14.715	37.873	0.001	-0.001	-0.003
Si	9.276	3.147	37.851	-0.013	-0.002	0.002
Si	9.296	7.046	37.845	0.007	0.001	-0.002
Si	9.269	10.826	37.843	0.017	-0.006	0.002
Si	-2.251	14.705	37.883	0	-0.016	0.014
Si	-2.269	3.16	37.883	0	-0.001	0.009
Si	-2.247	7.035	37.859	0.006	-0.003	0.009
Si	-2.28	10.861	37.867	-0.008	0.001	0.017
Si	1.579	14.699	37.869	-0.017	0.007	0.009
Si	1.584	3.133	37.871	-0.01	0.005	0.004
Si	1.58	7.029	37.84	0.026	0.004	0.005
Si	1.578	10.804	37.869	-0.005	-0.002	-0.005
Si	5.435	14.7	37.873	-0.005	0.005	0.002
Si	5.44	3.155	37.853	0.004	0.003	0.006
Si	5.439	7	37.869	0.005	0	0.008
Si	5.436	10.838	37.851	-0.007	-0.003	-0.003
Si	1.926	-0.01	11.552	0	-0.01	-0.008
Si	1.942	3.795	11.546	0.005	-0.001	-0.014
Si	1.951	7.691	11.525	-0.008	-0.005	-0.014
Si	1.956	11.537	11.569	-0.008	0.022	-0.016
Si	5.784	0.032	11.565	-0.018	0.001	0.003
Si	5.77	3.785	11.555	0.019	-0.019	-0.008
Si	5.768	7.714	11.534	0.01	0.006	-0.014
Si	5.785	11.527	11.557	-0.021	0.005	-0.018
Si	9.631	0.012	11.56	-0.008	-0.004	0.001
Si	9.617	3.819	11.572	0	0.008	-0.009
Si	9.613	7.694	11.531	0.016	-0.017	-0.019
Si	9.607	11.544	11.594	0.011	0.007	-0.004
Si	13.475	0.032	11.57	0.021	0.007	0.002
Si	13.487	3.773	11.558	-0.009	-0.018	-0.004
Si	13.49	7.688	11.531	-0.016	0.003	-0.01
Si	13.468	11.519	11.542	0.016	0.002	-0.007
Si	1.874	1.885	12.943	0.001	0.018	-0.021
Si	1.993	5.747	12.844	0.012	0.01	-0.01
Si	1.94	9.599	12.908	0.022	0.012	0.005
Si	1.997	13.473	12.929	-0.014	-0.007	-0.002
Si	5.765	1.908	13.011	-0.012	0.007	0.027
Si	5.76	5.752	12.819	-0.011	0.01	-0.025
Si	5.781	9.618	12.941	0.006	-0.015	0.035
Si	5.783	13.478	12.875	0.01	-0.034	-0.032
Si	9.686	1.906	12.962	0	0.026	-0.019
Si	9.571	5.774	12.881	0.008	-0.005	-0.021
Si	9.622	9.59	12.924	-0.027	0.002	0.001
Si	9.566	13.5	12.941	-0.013	-0.01	0.012
Si	-1.906	1.906	13.039	-0.001	-0.003	0.002
Si	-1.88	5.727	12.826	-0.001	0.008	-0.013
Si	-1.905	9.6	12.916	-0.002	0	0.009
Si	-1.919	13.467	12.853	-0.008	-0.004	-0.003
Si	0.022	1.872	14.437	-0.012	-0.005	-0.011
Si	0.07	5.697	14.145	0.002	-0.028	-0.021
Si	0.024	9.575	14.276	-0.005	0	-0.035
Si	0.017	13.436	14.181	0.011	-0.01	-0.04
Si	3.751	1.863	14.326	0.03	-0.016	0.009
Si	3.902	5.743	14.227	0.004	-0.006	-0.005
Si	3.842	9.636	14.294	0.003	0.006	-0.035
Si	3.948	13.525	14.313	-0.029	-0.005	0.015
Si	7.776	1.913	14.31	-0.033	-0.003	0.013
Si	7.607	5.797	14.221	0.015	0.013	0.015
Si	7.713	9.598	14.311	-0.011	-0.005	-0.017
Si	7.613	13.519	14.322	0.034	-0.017	-0.01
Si	11.562	1.937	14.442	0.004	-0.023	0.002
Si	11.557	5.73	14.118	-0.007	-0.006	-0.028
Si	11.555	9.582	14.271	0.015	-0.01	-0.035
Si	11.542	13.512	14.201	0.009	0.016	-0.056
Si	0.061	-0.164	15.705	0.026	0.01	0.062
Si	0.049	3.907	15.687	0.024	-0.037	0.074
Si	0.03	7.575	15.52	-0.039	-0.001	0.043
Si	0.052	11.542	15.568	-0.01	-0.004	0.028
Si	3.871	0	15.826	-0.003	0.037	0.025
Si	3.798	3.829	15.604	0.013	0.005	-0.014
Si	3.896	7.663	15.584	-0.009	0.05	0.04
Si	3.889	11.593	15.649	-0.02	-0.022	0.012
Si	7.621	0.042	15.764	-0.023	0.022	-0.033
Si	7.732	3.897	15.587	0.055	-0.004	0.012
Si	7.619	7.66	15.686	0.019	0.011	0.006
Si	7.689	11.556	15.631	0.007	-0.014	0.004
Si	11.561	-0.065	15.736	0.012	0.016	0.043
Si	11.564	3.981	15.687	0.008	-0.01	0.069
Si	11.583	7.582	15.529	-0.014	0.021	0.047
Si	11.538	11.578	15.501	0	-0.012	0.036
Si	1.954	14.531	16.996	0.072	-0.261	-0.799
Si	1.956	4.262	17.065	0.022	-0.188	-0.788
Si	1.962	7.377	16.838	-0.069	0.086	-0.757
Si	1.946	12.052	16.877	0.031	0.33	-0.57
Si	5.756	0.905	17.075	-0.01	0.042	-0.716
Si	5.767	3.348	16.753	0.07	-0.369	-0.603
Si	5.684	8.064	17.077	0.122	-0.285	-0.789
Si	5.804	11.268	17.002	-0.049	0.166	-0.747
Si	9.578	14.968	16.989	0.018	0.069	-0.71
Si	9.594	4.651	16.869	0.034	0.225	-0.716
Si	9.636	7.119	16.749	-0.076	-0.344	-0.616
Si	9.659	11.838	16.869	-0.096	-0.052	-0.734
Si	-1.872	14.832	17.004	-0.023	0.198	-0.847
Si	-1.854	4.565	16.904	-0.031	0.037	-0.069
Si	-1.869	7.048	16.789	-0.044	-0.339	-0.584
Si	-1.93	11.745	16.796	0.108	-0.097	-0.75
Si	4.081	3.94	26.316	-0.058	-0.019	0.095
Si	2.426	3.099	19.972	-0.041	-0.028	-0.247
Si	1.602	9.748	18.946	-0.002	0.044	-0.288
Si	11.531	2.017	23.618	0.058	0.03	-0.034
Si	5.455	4.039	19.739	0.027	0.013	-0.134
Si	5.356	7.063	20.127	-0.002	0.047	-0.266
Si	3.59	13.416	21.677	-0.051	0.012	-0.166
Si	3.001	8.603	21.435	-0.02	-0.117	-0.125
Si	9.289	0.768	19.869	0.026	0.054	-0.218
Si	8.98	3.312	25	0.046	0.024	0.069
Si	6.086	5.851	26.958	-0.152	-0.016	0.074
Si	5.836	12.069	19.984	0.054	-0.052	-0.101
Si	-2.127	3.614	19.036	0.215	0.167	-0.629
Si	12.003	5.589	20.898	0.011	-0.018	-0.04
Si	11.707	8.645	20.775	-0.055	0.015	-0.272
Si	11.59	-0.217	21.539	0.084	0.139	-0.169
Si	6.944	9.494	20.606	0.041	0.045	-0.059
Si	-2.079	4.278	23.047	-0.058	0.106	0.087
Si	-1.519	9.377	18.859	0.037	-0.093	-0.28
Si	-1.322	0.827	19.829	0.063	-0.011	-0.169
Si	1.487	0.407	26.598	-0.003	-0.046	0.027
Si	-3.626	0.855	26.217	0.013	-0.015	0.058
Si	-1.498	8.11	24.823	0.134	-0.054	-0.164
Si	3.861	10.807	23.33	-0.025	0.113	-0.044
Si	6.346	0.004	27.723	-0.08	0.026	0.077
Si	4.795	0.507	22.852	0.093	0.063	-0.09
Si	10.067	2.685	27.856	-0.021	-0.014	0.129
Si	9.452	9.389	18.9	0.043	-0.103	-0.199
Si	10.356	3.528	19.609	0.031	0.041	-0.176
Si	0.921	4.187	22.47	0.148	0.076	-0.038
Si	8.071	11.79	21.961	-0.152	-0.026	-0.151
Si	6.334	1.251	20.163	-0.032	0.066	-0.287
Si	8.86	6.111	25.97	0.018	-0.006	-0.001
Si	7.234	0.905	24.845	0.021	-0.025	0.069
Si	1.678	0.04	20.087	0.005	-0.029	-0.174
Si	10.866	12.621	22.802	-0.123	-0.02	-0.033
Si	7.703	12.729	27.074	-0.009	-0.032	0.053
Si	2.528	2.19	24.219	0.064	-0.047	0.168
Si	-0.715	12.384	28.521	0.018	-0.086	0.038
Si	1.042	7.178	23.483	-0.075	0.07	0.04
Si	-2.565	7.451	29.469	0.024	0.009	0.195
Si	-2.424	1.042	30.459	0.052	-0.082	0.224
Si	-0.05	6.119	28.018	-0.116	-0.059	0.16
Si	6.799	11.279	24.557	0.041	0.008	-0.032
Si	3.053	10.382	26.199	0.025	-0.027	0.009
Si	-1.325	0.005	27.841	0.066	-0.04	0.168
Si	-4.242	5.401	27.913	0.053	0.031	0.157
Si	9.491	14.345	25.103	-0.005	0.029	-0.057
Si	8.844	8.949	30.601	0.04	-0.03	0.163
Si	9.769	1.28	30.381	0	-0.119	0.219
Si	8.962	9.163	25.254	-0.025	-0.02	0.117
Si	9.448	10.43	28.1	0.048	0.025	0.164
Si	1.46	12.691	30.379	0.014	-0.028	0.121
Si	1.034	8.201	26.295	-0.027	-0.061	-0.156
Si	11.602	9.746	23.612	0	0.026	0.012
Si	1.913	12.841	27.443	-0.182	0.018	0.178
Si	-1.959	5.36	25.921	-0.008	0.076	-0.005
Si	3.892	1.388	28.002	0.013	-0.008	0.014
Si	3.78	5.833	28.419	0.038	-0.01	0.028
Si	1.612	5.111	30.321	-0.037	-0.015	0.25
Si	4.858	8.383	27.606	-0.065	-0.045	0.158
Si	-3.054	10.594	29.264	0.068	0.019	0.299
Si	5.517	1.201	30.294	0.038	0.055	0.15
Si	5.764	8.916	30.501	-0.139	-0.054	0.08
Si	1.932	15.373	0.66	0.004	-0.01	0
Si	1.923	3.837	0.663	0.007	0.008	-0.006
Si	1.943	7.705	0.652	0.001	-0.004	-0.002
Si	1.917	11.522	0.657	0.001	0.018	0.006
Si	5.786	0.002	0.676	0.004	0.003	0.001
Si	5.781	3.82	0.667	-0.003	-0.002	0.003
Si	5.79	7.692	0.657	-0.007	-0.002	-0.008
Si	5.771	11.508	0.658	0	0.011	-0.002
Si	9.626	15.375	0.659	0.006	-0.016	-0.002
Si	9.635	3.824	0.654	0	0.006	-0.006
Si	9.623	7.706	0.647	0.001	0.001	-0.001
Si	9.631	11.504	0.651	0.002	0.012	0.007
Si	13.472	-0.004	0.671	0.003	-0.01	0.004
Si	13.477	3.83	0.655	0	0.007	0.001
Si	13.49	7.685	0.65	-0.006	-0.013	-0.004
Si	13.473	11.512	0.652	-0.002	0.008	-0.006
Si	1.933	1.911	2.023	0.001	0	0.001
Si	1.928	5.771	2.01	-0.008	0.004	0.004
Si	1.936	9.61	2.031	0.006	-0.002	0.001
Si	1.923	13.448	2.017	-0.008	0	0.001
Si	5.782	1.913	2.043	0.005	-0.002	0.008
Si	5.783	5.759	2.01	-0.008	-0.001	-0.004
Si	5.78	9.601	2.035	0.009	0	0.007
Si	5.783	13.444	2.01	0.003	0.001	-0.003
Si	9.63	1.908	2.025	-0.01	0.001	0.006
Si	9.627	5.765	1.998	0	0.006	-0.006
Si	9.631	9.603	2.035	0.004	-0.005	0.005
Si	9.628	13.44	2.005	0.003	0.001	-0.001
Si	13.47	1.916	2.03	-0.008	0	0.003
Si	13.485	5.759	2.011	0.008	0.003	0.001
Si	13.471	9.599	2.026	-0.004	0	0.004
Si	13.477	13.444	2.01	0.01	0.001	0.004
Si	0.011	1.911	3.386	-0.002	-0.003	-0.001
Si	0.012	5.763	3.382	-0.004	-0.003	0.001
Si	0.009	9.604	3.388	0.005	-0.001	0.003
Si	0.004	13.449	3.382	0	0	0
Si	3.853	1.911	3.39	0.007	-0.001	-0.001
Si	3.856	5.762	3.37	0.001	-0.004	0
Si	3.857	9.605	3.395	-0.003	-0.001	0.005
Si	3.856	13.448	3.369	-0.005	-0.001	-0.007
Si	7.711	1.912	3.391	-0.005	0.005	0.002
Si	7.708	5.76	3.371	-0.002	-0.003	-0.004
Si	7.705	9.606	3.393	0.003	0.011	0.004
Si	7.707	13.446	3.371	0.001	0.001	-0.002
Si	11.549	1.912	3.39	0.004	-0.004	-0.003
Si	11.552	5.764	3.366	0.009	0.006	-0.002
Si	11.553	9.6	3.394	-0.008	0.005	0.004
Si	11.551	13.445	3.37	0.003	-0.004	-0.003
Si	0.005	-0.016	4.744	0.001	-0.001	-0.001
Si	0.011	3.838	4.742	0.01	0.003	-0.003
Si	0.007	7.681	4.752	-0.001	0	-0.001
Si	0.008	11.53	4.747	-0.003	0.005	-0.004
Si	3.856	-0.02	4.738	-0.001	-0.004	-0.006
Si	3.856	3.842	4.738	-0.006	0.005	-0.005
Si	3.856	7.676	4.748	-0.002	-0.004	-0.003
Si	3.858	11.535	4.745	0.008	0.007	-0.004
Si	7.708	-0.021	4.739	0.003	-0.002	-0.005
Si	7.709	3.842	4.741	0.001	-0.004	-0.003
Si	7.707	7.675	4.746	-0.003	-0.002	-0.003
Si	7.707	11.534	4.747	0	0	-0.001
Si	11.551	-0.02	4.74	-0.001	0	-0.003
Si	11.55	3.844	4.739	-0.008	-0.001	-0.005
Si	11.552	7.674	4.75	0.001	0.004	0.001
Si	11.55	11.531	4.746	0.006	-0.002	-0.003
Si	1.933	-0.022	6.099	0.001	0.001	-0.002
Si	1.935	3.839	6.101	0.002	-0.005	0.004
Si	1.933	7.676	6.11	-0.004	0.001	0.006
Si	1.934	11.538	6.106	-0.005	-0.005	0.001
Si	5.782	-0.02	6.097	0.003	0.007	-0.002
Si	5.781	3.839	6.097	0	-0.004	0
Si	5.783	7.676	6.108	0.002	0.003	0.005
Si	5.782	11.54	6.105	0.002	-0.002	0.002
Si	9.629	-0.019	6.103	0.001	-0.003	-0.001
Si	9.63	3.843	6.105	-0.001	0.005	0.001
Si	9.627	7.673	6.113	0.002	0	0.003
Si	9.629	11.536	6.111	0.003	0.006	0.004
Si	13.469	-0.017	6.108	-0.002	-0.002	0.004
Si	13.473	3.837	6.103	0.003	-0.001	0
Si	13.472	7.681	6.118	0.001	-0.001	0.006
Si	13.472	11.53	6.109	-0.002	0.002	0
Si	1.934	1.906	7.447	0.006	0.002	-0.007
Si	1.935	5.752	7.476	-0.002	-0.004	0
Si	1.933	9.611	7.455	0.011	0.003	0.001
Si	1.934	13.455	7.481	-0.005	0.01	0.002
Si	5.783	1.908	7.446	-0.003	-0.001	-0.006
Si	5.782	5.752	7.473	-0.001	-0.012	0.004
Si	5.784	9.612	7.454	-0.003	0.005	-0.002
Si	5.783	13.457	7.479	0.001	0.002	0.003
Si	9.63	1.911	7.452	-0.003	-0.003	-0.006
Si	9.626	5.753	7.486	0	-0.011	0.002
Si	9.628	9.606	7.461	-0.006	-0.003	0.004
Si	9.627	13.457	7.483	0.004	0.007	0.003
Si	13.469	1.911	7.464	0	0.004	0
Si	13.474	5.753	7.476	0.002	0.002	0.004
Si	13.471	9.612	7.476	0	0.014	-0.002
Si	13.47	13.449	7.476	0.004	-0.009	-0.002
Si	0.017	1.904	8.81	0.016	-0.002	-0.004
Si	0.01	5.747	8.838	-0.004	-0.004	0.001
Si	0.019	9.618	8.825	0	-0.003	-0.005
Si	0.005	13.454	8.839	-0.006	0.003	0
Si	3.858	1.901	8.8	0.007	-0.001	-0.009
Si	3.861	5.746	8.838	-0.007	0.003	0.003
Si	3.859	9.617	8.807	-0.001	0.001	-0.005
Si	3.861	13.461	8.845	-0.009	-0.004	0.013
Si	7.705	1.912	8.805	-0.006	0.001	-0.01
Si	7.698	5.747	8.848	0.012	0.007	0.007
Si	7.704	9.617	8.817	-0.004	-0.002	-0.006
Si	7.704	13.465	8.849	0.004	0	0.007
Si	11.543	1.912	8.825	-0.012	-0.002	-0.001
Si	11.555	5.747	8.846	0.001	0.001	0.004
Si	11.541	9.611	8.834	0.004	-0.001	-0.003
Si	11.552	13.454	8.847	0.007	0.005	-0.006
Si	0.005	-0.002	10.192	-0.004	-0.008	-0.002
Si	0.016	3.807	10.188	0.011	0.016	-0.005
Si	0.021	7.69	10.174	0.009	-0.004	0.001
Si	0.023	11.534	10.203	0.001	0.013	0.001
Si	3.859	0.01	10.198	0.001	0.001	-0.001
Si	3.86	3.798	10.18	-0.01	0.004	-0.001
Si	3.862	7.699	10.161	0.008	-0.009	-0.001
Si	3.864	11.524	10.19	0.016	0	0.002
Si	7.704	0.02	10.198	0.013	-0.001	0.001
Si	7.7	3.803	10.198	-0.007	0.005	-0.002
Si	7.694	7.697	10.176	-0.017	-0.02	0
Si	7.707	11.53	10.197	-0.012	0.005	0.012
Si	11.554	0.001	10.2	-0.001	-0.009	0.002
Si	11.547	3.816	10.209	0.006	0.015	-0.001
Si	11.551	7.685	10.189	0	-0.011	-0.005
Si	11.529	11.529	10.209	-0.002	0.005	0.006
O	6.584	0.842	29.112	0.478	0.276	0.135
O	5.411	4.799	25.903	0.179	-0.158	-0.682
O	1.928	3.379	18.443	-0.042	-0.507	0.037
O	1.989	5.859	17.493	0.272	-0.077	0.29
O	1.955	11.194	18.296	0.221	0.195	0.514
O	5.655	4.207	18.149	0.188	0.517	0.304
O	5.717	0.747	18.731	-0.138	-0.158	0.402
O	5.487	7.323	18.522	-0.004	-0.322	0.116
O	5.658	8.957	28.897	0.425	0.478	-0.388
O	5.684	9.676	17.392	0.194	0.184	0.34
O	5.938	12.183	18.365	0.103	0.382	0.02
O	9.461	0.586	18.27	0.063	0.481	-0.027
O	9.614	13.381	17.469	0.114	-0.127	0.629
O	4.594	12.976	20.469	0.085	0.221	-0.07
O	10.326	-0.26	20.532	-0.049	-0.655	0.09
O	9.74	7.998	18.135	0.239	-0.15	0.495
O	-1.773	0.3	18.372	-0.256	0.119	0.002
O	8.865	4.928	24.844	0.146	0.31	-0.428
O	-1.755	7.927	18.176	-0.188	-0.198	0.321
O	-1.924	13.25	17.461	0.062	0.048	0.631
O	1.938	15.009	18.553	0.035	-0.022	0.21
O	1.067	7.172	27.537	0.51	0.128	0.214
O	-1.255	6.953	28.684	0.177	0.031	0
O	1.83	1.073	25.166	-0.285	-0.028	-0.176
O	9.524	9.797	26.628	0.429	-0.113	0.098
O	-1.897	4.395	24.641	0.158	-0.377	0.176
O	-2.338	6.847	25.398	-0.417	0.032	-0.14
O	3.885	7.453	20.695	-0.255	-0.356	0.011
O	-1.125	13.932	28.461	0.059	0.207	0.148
O	10.238	2.834	24.117	-0.044	0.13	-0.297
O	5.917	2.488	31.18	0.224	-0.003	-0.164
O	4.497	2.692	27.261	0.195	-0.072	-0.082
O	9.311	1.682	28.882	-0.433	-0.059	-0.304
O	-2.936	2.955	22.695	0.219	-0.348	-0.277
O	-2.098	-0.381	31.161	0.041	-0.077	-0.374
O	-2.363	9.382	20.218	0.329	0.478	0.602
O	3.153	4.979	27.171	-0.806	0.23	-0.22
O	5.673	10.479	20.319	-0.607	-0.087	-0.056
O	1.671	7.539	24.944	0.666	-0.39	0.032
O	-0.044	12.206	29.996	-0.566	-0.153	0.344
O	-0.67	4.12	22.312	-0.081	-0.026	-0.553
O	-3.026	4.849	27.005	0.253	-0.699	-0.055
O	7.292	8.932	30.995	0.103	0.164	0.629
O	1.26	5.604	23.173	0.369	-0.148	0.096
O	-3.977	1.964	27.331	0.285	0.272	0.264
O	1.523	1.203	32.008	-0.122	0.031	-0.457
O	4.318	14.353	22.773	0.224	-0.161	0.692
O	1.508	3.733	31.144	-0.159	-0.049	-0.546
O	5.097	10.233	31.161	-0.359	0.025	-0.299
O	-1.943	11.365	28.362	0.049	0.147	-0.439
O	2.269	13.036	29.02	0.501	0.207	0.019
O	11.127	0.708	22.779	-0.439	-0.105	0.348
O	-1.944	2.336	31.303	0.161	0.093	-0.415
O	-2.531	9.313	24.537	0.192	0.357	0.045
O	5.756	7.42	26.653	0.46	0.09	-0.546
O	11.721	8.767	22.354	0.217	-0.495	0.348
O	9.539	10.21	31.325	0.505	0.002	-0.226
O	9.267	12.788	31.89	0.153	-0.136	-0.509
O	-2.805	11.066	30.805	-0.244	0.021	-0.243
O	4.095	1.542	29.596	-0.373	0.086	0.114
O	1.293	6.401	31.233	-0.293	-0.104	-0.437
O	8.999	9.174	29.025	-0.215	-0.545	-0.311
O	6.713	12.057	25.973	-0.316	-0.121	0.057
O	5.349	-0.104	31.215	-0.093	-0.121	-0.397
O	9.282	2.478	31.333	-0.169	-0.079	-0.167
O	-2.892	8.991	29.116	-0.251	-0.17	-0.092
O	-2.895	5.549	22.442	0.018	0.475	0.48
O	-2.314	7.404	31.064	0.14	0.432	-0.075
O	8.679	7.57	25.313	-0.244	0.001	-0.419
O	3.545	1.468	23.197	-0.051	0.141	-0.12
O	1.46	14.046	31.242	-0.096	0.165	-0.282
O	3.013	11.869	26.804	0.455	0.058	0.148
O	5.337	11.081	23.916	0.188	0.094	-0.067
O	2.384	9.611	20.336	0.177	0.479	0.167
O	6.87	13.866	27.878	-0.208	-0.157	0.073
O	5.465	5.025	31.927	-0.152	-0.072	-0.428
O	2.351	14.282	21.042	-0.172	-0.213	0.235
O	3.23	12.05	22.483	-0.434	-0.054	-0.06
O	7.668	5.72	26.992	0.285	-0.32	0.456
O	0.022	9.634	19.203	0.032	0.29	0.295
O	3.123	5.312	29.78	0.5	-0.27	0.266
O	9.779	10.723	18.053	0.27	-0.136	0.492
O	-1.164	2.446	19.655	0.542	0.223	0.065
O	8.928	13.412	26.286	0.221	-0.262	0.272
O	9.325	5.05	31.956	-0.071	0.084	-0.372
O	-0.533	5.341	26.682	0.24	-0.323	-0.475
O	9.627	12.186	21.839	-0.037	-0.068	-0.214
O	4.395	9.628	26.698	0.386	0.115	-0.139
O	11.713	7.08	20.397	0.068	-0.105	-0.325
O	-2.047	10.585	17.929	-0.461	-0.047	0.075
O	-2.171	4.944	31.963	0.089	-0.132	-0.336
O	3.655	7.441	28.183	-0.643	0.41	0.35
O	7.604	12.179	23.464	0.155	0.366	0.286
O	7.814	10.181	21.791	0.384	-0.292	0.302
O	2.078	11.453	31.21	0.234	-0.109	-0.393
O	10.303	13.397	24.098	-0.087	0.052	0.067
O	3.927	9.477	22.422	0.527	-0.168	0.151
O	2.329	1.214	27.713	-0.241	0.337	0.298
O	-4.513	10.982	28.661	-0.142	0.318	-0.185
O	-2.196	4.915	20.013	0.451	0.413	0.085
O	-3	1.561	24.911	0.491	-0.043	0.077
O	4.729	0.081	27.494	-0.336	-0.392	-0.206
O	5.39	5.523	28.401	0.427	-0.3	0.468
O	5.321	12.759	31.97	0.11	0.107	-0.429
O	2.918	10.494	24.6	-0.251	0.164	-0.176
O	7.583	9.884	24.81	-0.178	-0.265	-0.024
O	9.622	2.288	20.307	-0.472	0.197	0.618
O	-0.065	0.538	26.992	-0.255	0.517	-0.171
O	10.177	6.162	26.88	0.084	0.517	0.045
O	-3.767	6.452	29.042	-0.297	-0.125	0.308
O	1.387	2.947	23.386	-0.159	-0.395	0.133
O	10.453	4.092	28.58	-0.191	0.111	0.451
O	9.441	4.109	18.413	-0.219	0.122	0.417
O	9.477	7.553	31.105	0.477	0.067	-0.421
O	11.756	2.97	18.999	-0.028	-0.288	-0.101
O	-4.018	1.161	30.339	-0.189	0.189	-0.129
O	8.339	11.626	28.088	-0.079	0.261	0.567
O	7.765	0.518	20.33	-0.013	-0.59	0.227
O	1.621	8.927	32.003	-0.148	0.007	-0.503
O	-2.466	0.404	20.88	0.073	0.016	0.512
O	-3.674	11.315	23.231	0.251	0.001	-0.034
O	0.074	0.165	20.317	-0.032	-0.345	0.349
O	-1.661	1.038	29.04	0.193	0.384	-0.08
O	1.589	4.016	21.005	-0.055	0.228	-0.113
O	1.91	14.232	26.627	0.418	-0.056	-0.143
O	-2.56	-0.159	26.83	0.02	-0.291	-0.286
O	5.871	0.66	24.033	-0.15	0.07	0.121
O	1.787	7.966	22.29	-0.443	0.252	-0.223
O	10.436	0.057	25.799	-0.154	0.153	0.058
O	7.89	9.448	19.292	-0.334	-0.013	-0.399
O	1.816	9.52	26.747	-0.052	0.319	0.318
O	5.681	5.498	20.406	0.061	-0.025	0.395
O	5.378	0.849	21.386	-0.157	-0.178	0.021
O	7.044	0.704	26.445	0.262	0.339	0.11
O	10.664	4.697	20.679	-0.509	0.007	0.177
O	7.704	2.43	24.533	-0.288	0.229	-0.454
O	3.316	3.338	25.046	-0.177	0.144	-0.446
O	9.149	2.999	26.578	-0.53	0.039	0.086
O	-0.543	7.606	23.578	-0.394	0.127	-0.567
O	7.195	12.52	20.783	0.326	0.622	-0.006
O	3.973	3.52	20.087	0.029	-0.235	0.198
O	5.142	7.537	31.089	-0.235	-0.039	-0.221
O	2.301	1.52	20.32	0.432	0.033	0.192
O	9.181	-0.112	30.981	-0.151	-0.095	-0.47
O	-0.496	8.62	25.983	-0.36	0.288	0.198
O	8.319	-0.203	24.358	-0.043	-0.044	-0.625
O	10.389	9.371	20.203	-0.152	0.506	0.641
O	10.139	9.476	24.209	-0.125	0.092	-0.234
O	11.842	13.645	22.013	0.402	-0.359	0.009
O	0.572	5.086	29.089	-0.205	-0.468	-0.232
O	2.043	8.515	17.999	0.024	-0.092	0.179
O	6.489	2.876	20.205	0.469	0.274	0.435
O	0.431	12.155	27.392	-0.087	-0.203	-0.358
O	6.431	8	20.911	0.151	-0.035	0.557

Results
total energy: -105179.350 eV
total energy less fixed offsets of O -438.35, Si -107.03 eV per atom: 1.110 eV
